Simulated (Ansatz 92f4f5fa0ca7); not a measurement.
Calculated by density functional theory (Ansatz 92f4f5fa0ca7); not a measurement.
Periodic cell of 273 atoms, Si166O106B1, from a study of silicon, its oxide and their interface. The atomic structure is a simulated model.

Settings
functional: PBE
potential files: Ansatz PAW
basis: plane waves
wave-function cutoff: 700 eV
density cutoff ratio: 5
exchange-correlation grid ratio: 1
k mesh: 2 x 2 x 1, shifted by 0.5 0.5 0.5 of a step
self-consistency stop: 5e-08 eV per atom in the density residual
occupations: fixed
spin: none
net charge: -1 e, with a uniform compensating background and no finite-size correction

Cell vectors (angstrom)
a  11.6015  0  0
b  0  13.3963  0
c  0  0  29.8085

Atoms and the computed forces on them: element, x, y, z (angstrom), force x, y, z (eV/angstrom)
Si  11.5608  0.1878  22.9094  -0.0203  -0.0181  -0.0653
Si  3.932  0.1609  23.0417  0.0439  -0.0163  -0.0511
Si  7.675  0.1307  23.1518  -0.0227  0.0103  -0.0406
Si  2.0841  3.5167  22.9494  0.0087  -0.0295  -0.0566
Si  5.9083  3.7061  23.0081  -0.005  0.0134  -0.0667
Si  9.7734  3.5451  23.0389  -0.0087  -0.0135  -0.0493
Si  11.7196  6.8305  23.1468  0.0219  0.0071  -0.0543
Si  3.9196  7.0238  23.2599  0.0134  0.0153  -0.0737
Si  7.8086  6.8907  23.2525  -0.0032  -0.0147  -0.0426
Si  2.0427  10.2302  23.2807  -0.016  0.0059  -0.0482
Si  5.8546  10.0908  23.3384  -0.0443  -0.0309  -0.0449
Si  9.8443  10.0738  23.2333  0.0184  -0.0227  -0.043
Si  11.7152  2.3934  23.7509  -0.0007  0.0193  0.0091
Si  4.0064  2.4129  23.7536  0.0047  0.0079  0.0094
Si  7.7944  2.4269  23.7709  -0.031  -0.0168  -0.0032
Si  2.0326  5.7027  24.0092  0.0157  0.0073  0.0275
Si  5.8405  5.8317  23.994  -0.0089  -0.0126  -0.0204
Si  9.751  5.7368  23.9099  0.0154  0.0047  0.0059
Si  11.7542  9.0166  24.043  0.0222  -0.0008  0.0031
Si  3.9139  9.1336  24.2392  -0.0379  0.002  -0.0218
Si  7.8531  9.0831  24.0488  0.0042  0.0266  0.0246
Si  1.9268  12.5069  23.8033  0.0064  0.0001  0.0235
Si  5.7861  12.375  23.937  -0.0111  0.005  -0.0164
Si  9.6904  12.3919  23.769  0.0109  0.0039  0.0107
Si  11.6749  2.368  26.165  0.0121  -0.0048  -0.0249
Si  3.9058  2.3826  26.1619  -0.0136  0.0133  -0.0314
Si  7.7572  2.3133  26.1759  -0.0121  0.0165  -0.0229
B  1.9889  5.6164  26.1804  -0.0091  0.085  -0.0781
Si  5.7774  5.6677  26.3324  0.0333  -0.0006  -0.0033
Si  9.7635  5.623  26.2728  -0.0355  -0.0062  0.0005
Si  11.719  8.8983  26.3701  0.0319  0.0336  -0.0092
Si  3.8385  8.943  26.5287  -0.0447  0.0178  -0.0145
Si  7.7916  9.005  26.3794  -0.0123  0.0147  -0.0157
Si  1.9409  12.3755  26.2046  0.0089  0.0065  -0.0336
Si  5.7784  12.3302  26.2939  -0.0015  0.0096  -0.0139
Si  9.7129  12.3441  26.1702  0.0083  0.008  -0.0146
Si  1.9841  1.204  26.971  0.0002  0.008  0.0151
Si  5.8037  1.206  26.9995  -0.0053  -0.0051  0.0038
Si  9.7203  1.203  26.9506  0.016  0.0052  0.0024
Si  11.8606  4.6405  26.8964  0.0717  -0.0316  0.0342
Si  3.693  4.6433  26.9084  -0.0557  -0.0563  0.0299
Si  7.758  4.523  27.0331  0.0072  0.0341  -0.0217
Si  1.969  7.5463  27.012  -0.0019  -0.0036  0.0062
Si  5.8492  7.8831  27.1521  0.0272  -0.0139  -0.0131
Si  9.7217  7.8442  27.0787  -0.0002  -0.0153  -0.0005
Si  11.636  11.1913  26.9983  0.021  -0.0041  0.0084
Si  3.8395  11.229  27.1064  -0.0304  0.0081  -0.0009
Si  7.7684  11.2626  27.0396  0.0199  0  -0.0049
Si  1.9539  1.1287  29.3615  0.0063  0.0084  -0.0239
Si  5.7953  1.128  29.3864  -0.012  0.0186  -0.0189
Si  9.6603  1.1286  29.3475  -0.0023  0.0047  -0.0173
Si  0.0378  4.4687  29.3026  0.0169  0.0095  -0.0176
Si  3.8573  4.4628  29.2936  -0.0179  0.0162  -0.0067
Si  7.7226  4.4637  29.4007  0.0031  0.004  -0.0153
Si  1.9438  7.7421  29.3804  -0.0052  0.0155  0.0018
Si  5.8265  7.8256  29.5008  -0.0013  0.0144  -0.0226
Si  9.693  7.7893  29.4268  -0.0036  0.0283  -0.013
Si  0.0099  11.1676  29.3613  0.0107  0.0195  -0.0057
Si  3.86  11.1997  29.4568  -0.0099  0.0043  -0.0123
Si  7.7597  11.1838  29.3943  -0.0016  0.0129  -0.0049
Si  -0.0018  0.0028  0.3158  -0.0023  0.0015  0.0096
Si  3.8695  0.0162  0.4351  0.0041  -0.0055  0.0111
Si  7.7209  -0.0003  0.3727  0.0035  -0.0065  0.0145
Si  1.952  3.3479  0.3376  0.008  -0.0188  0.012
Si  5.7676  3.3504  0.3766  -0.0111  -0.0162  0.0257
Si  9.6778  3.3638  0.3187  0.0062  -0.0004  0.0162
Si  0.0095  6.6574  0.3953  0.005  -0.0138  0.0084
Si  3.8815  6.6502  0.3738  -0.0061  -0.0065  0.0076
Si  7.76  6.682  0.4238  0.0026  -0.0212  0.0036
Si  1.929  10.0068  0.3279  -0.0078  -0.0154  0.0069
Si  5.8233  10.0901  0.4039  0.0107  -0.0205  0.0064
Si  9.6863  10.0329  0.3551  -0.0015  -0.029  0.016
Si  11.5489  -0.0549  2.68  0.0005  -0.0035  0.0088
Si  3.8417  -0.0711  2.8258  0.0309  -0.0096  -0.0128
Si  7.6643  -0.0935  2.7523  -0.0254  -0.0079  -0.0083
Si  1.9339  3.263  2.6967  0.0312  0.0058  0.0068
Si  5.7412  3.2728  2.7827  -0.0147  0.0075  -0.0174
Si  9.6097  3.3063  2.702  -0.0231  -0.007  0.0042
Si  11.5732  6.6178  2.7513  -0.0133  0.0148  0.0076
Si  3.8701  6.6018  2.7194  0.007  -0.0054  0.0127
Si  7.7437  6.6311  2.7858  0.0048  0.0017  -0.006
Si  1.9219  9.9795  2.6972  -0.0202  0.0025  0.0091
Si  5.8283  10.0427  2.775  0.0085  -0.0022  -0.0014
Si  9.6817  9.9707  2.7184  -0.0075  0.0067  -0.0051
Si  11.5567  2.1924  3.3999  -0.0073  -0.0127  0.0051
Si  3.8102  2.1296  3.6459  -0.0029  -0.0092  0.0237
Si  7.6829  2.1192  3.519  0.0142  0.0059  0.0174
Si  1.9098  5.4844  3.46  -0.003  -0.0097  0.0136
Si  5.8036  5.5168  3.5627  -0.0019  -0.0145  0.0159
Si  9.6575  5.5019  3.6083  0.0055  -0.0144  0.0197
Si  11.6128  8.8558  3.5325  0.0048  -0.023  0.0237
Si  3.8929  8.8575  3.3987  -0.0081  -0.0097  0.0026
Si  7.7489  8.8739  3.5422  -0.0122  -0.0202  0.0115
Si  1.8534  12.2111  3.5108  -0.0078  -0.0083  0.0179
Si  5.7592  12.2167  3.7467  0.0125  0.0019  0.0317
Si  9.6221  12.1935  3.4804  0.0196  -0.0049  0.0239
Si  11.4777  2.1517  5.7243  -0.0083  -0.0091  0.0384
Si  3.7268  2.0249  6.0679  -0.0094  -0.0141  -0.0339
Si  7.6054  1.9673  5.8969  0.0013  -0.0024  -0.003
Si  1.8797  5.3961  5.7936  -0.0157  0.0005  0.0135
Si  5.8026  5.4568  5.9356  0.0228  0.0045  -0.0003
Si  9.6237  5.4309  6.0078  0.0092  -0.01  -0.0226
Si  11.6374  8.7856  5.9112  0.0181  -0.013  -0.0238
Si  3.9127  8.7825  5.7206  0.0216  -0.0091  0.0379
Si  7.7765  8.807  5.9151  0.0043  -0.0093  -0.0067
Si  1.776  12.1476  5.8887  -0.0562  -0.0149  0.0263
Si  5.7184  12.1146  6.2492  -0.0141  -0.0375  -0.0781
Si  9.5842  12.1043  5.8395  0.0267  0.0157  0.0223
Si  1.6278  0.965  6.709  -0.097  0.0104  0.0446
Si  5.6695  0.9837  7.0042  0.0039  0.0498  0.0559
Si  9.6331  0.9332  6.5667  0.0585  -0.001  0.0525
Si  11.5756  4.3036  6.7057  -0.0018  0.0114  0.0587
Si  3.8245  4.3151  6.561  -0.0028  0  0.0384
Si  7.6923  4.1705  6.6213  -0.0098  -0.019  0.0553
Si  2.0288  7.6204  6.4963  0.0264  0.0073  0.0591
Si  5.8281  7.7302  6.6848  -0.0201  0.0016  0.0362
Si  9.719  7.6948  6.7204  0.0117  0.0313  0.0576
Si  11.4494  10.9823  6.7588  -0.0221  0.0259  0.0378
Si  3.6507  10.9295  6.6333  -0.0534  0.0254  0.0448
Si  7.7595  10.9723  6.854  0.0658  0.0113  0.0523
O  9.903  7.8869  8.386  -0.032  -0.0237  0.0033
O  9.8984  0.8271  8.2209  0.0284  -0.0001  -0.029
O  1.0295  0.9109  8.2993  -0.0028  -0.0169  0.013
O  3.077  10.5603  8.153  0.0392  -0.0268  0.0315
O  5.8117  7.8979  8.3541  0.005  -0.0026  -0.0135
O  5.6101  1.1802  8.6956  0.0156  -0.0179  -0.0079
O  3.7694  4.3248  8.2114  0.0235  -0.0044  -0.0008
O  7.6443  3.7226  8.2493  -0.006  0.012  -0.0116
O  0.0536  4.262  8.3826  -0.0043  -0.0158  -0.0046
O  11.1514  10.9396  8.4152  0.0255  -0.0016  -0.0155
O  8.1256  10.7733  8.4964  -0.0291  -0.0136  -0.0083
O  2.3685  7.4877  8.1055  -0.0317  -0.0055  0.0078
O  11.4238  0.2092  21.2239  0.0003  0.0171  0.0014
O  9.7591  3.6468  21.3681  0.0148  0.01  -0.0139
O  4.0698  7.5254  21.6506  -0.0008  0.004  0.0182
O  6.0271  4.2005  21.3889  -0.0111  -0.0093  0.0042
O  5.7127  9.7257  21.7085  -0.0006  0.0013  -0.013
O  2.1738  3.4626  21.2494  0.0083  0.0072  -0.0085
O  7.3585  13.4605  21.5085  0.0387  0.0015  -0.0114
O  4.0577  0.1456  21.375  -0.0148  0.0141  -0.0029
O  7.7899  6.9756  21.5965  -0.0068  0.0196  0.0003
O  2.1137  10.181  21.6235  0.0027  0.0105  0.0166
O  11.6613  6.9328  21.4741  0.0122  0.0006  -0.001
O  10.1242  9.6217  21.6355  -0.0305  0.0199  -0.0177
Si  11.5761  6.4423  11.2813  -0.0044  0.0042  0.0016
Si  1.5592  10.3545  16.2668  0.0007  0.0001  0.0013
Si  0.2243  3.6808  9.8964  -0.0021  -0.0041  0.0084
Si  8.0816  12.8708  20.1864  0.0033  -0.0007  0.014
Si  2.8366  10.459  9.7462  0.0122  -0.0022  -0.0156
Si  2.5685  10.4023  20.0879  0.0035  0.0056  -0.0135
Si  10.3679  3.7203  19.8605  -0.001  -0.0047  0.008
Si  0.2451  12.8004  17.0984  0.0029  0.0013  0.007
Si  10.8156  0.709  19.7847  -0.0012  0.007  -0.0036
Si  3.1583  7.7419  16.2256  0.0001  -0.0023  0.0039
Si  0.3751  6.4882  19.9502  -0.0032  0.0001  -0.0013
Si  9.3806  2.5237  14.2892  0.0011  -0.0002  -0.0028
Si  2.903  2.539  11.0337  0.0031  -0.0021  -0.0029
Si  5.1223  11.9903  15.3625  -0.0002  -0.0006  0.0015
Si  4.8918  8.647  20.7792  0.0106  0.0067  0.0063
Si  3.6009  -0.3977  11.2853  0.0017  -0.0016  -0.0045
Si  5.5773  8.8932  14.7871  0.0003  -0.0021  0.0015
Si  -0.1695  11.3117  9.9859  0.0007  0.0029  0.0153
Si  9.4205  10.012  20.2232  -0.0025  0.0045  0.011
Si  3.4642  0.062  19.8617  -0.0027  0.002  -0.0028
Si  7.4653  4.6959  9.5336  -0.0018  0.0102  -0.0044
Si  2.3599  12.3492  14.1657  -0.0003  -0.003  -0.0034
Si  6.1793  0.5894  10.1326  0.0001  -0.0046  0.0037
Si  2.8039  2.9271  19.823  -0.0001  -0.0011  -0.0003
Si  5.713  4.4499  13.6532  0  -0.0003  0.0006
Si  7.4658  0.2164  15.6003  -0.005  0.0028  0.0051
Si  9.6057  11.3449  15.2017  0.002  0.0004  0.0007
Si  1.9829  6.5634  13.5406  -0.0056  0.0025  0.0006
Si  2.8367  3.5255  14.0092  -0.0007  -0.0026  0.0042
Si  11.6947  9.1747  18.448  -0.0076  0.0007  -0.0012
Si  11.2268  0.8692  9.1766  0.0097  -0.0027  0.0073
Si  9.1247  7.3181  9.6987  0  -0.0039  -0.0035
Si  8.6737  8.5584  14.5694  0.0024  -0.0009  0.0003
Si  4.7699  7.1678  12.3403  0.0003  0.0009  -0.0061
Si  2.9938  5.6206  18.7433  -0.0001  0.0011  0.0026
Si  2.5349  7.3996  9.7  -0.0007  0.0016  -0.0051
Si  6.2633  8.4239  9.8285  -0.0012  0.0055  0.0068
Si  4.3281  4.7563  9.6535  0.0058  0.001  -0.0035
Si  9.3572  10.4956  12.2708  -0.001  -0.0018  -0.0016
Si  5.9346  13.0451  17.9748  0.0034  -0.0006  0.0054
Si  7.9843  4.9448  18.3734  0.0013  -0.002  0.0017
Si  8.3028  5.4094  15.206  0.0017  0.0018  0.0039
Si  7.3265  11.0718  9.9069  -0.0063  -0.0011  -0.0003
Si  5.4079  4.2052  19.8772  0.004  -0.0024  0.0039
Si  0.779  1.487  15.0372  -0.0001  0.0003  0.0038
Si  7.5288  7.5368  20.1048  0.003  0.0064  0.0008
Si  7.6409  2.7892  11.8574  0.0023  0.0009  -0.0039
O  3.4533  6.0804  10.0915  -0.0009  0.0045  -0.0031
O  1.9405  2.6548  15.0725  -0.0158  -0.0096  -0.0129
O  -0.3672  12.9413  10.1525  -0.0002  -0.0168  -0.0248
O  8.3023  8.9267  19.8108  0.0121  -0.0072  0.0139
O  2.423  1.3337  19.589  0.019  -0.0069  0.0168
O  8.148  5.3064  16.8055  0.0032  -0.0076  -0.0106
O  2.7504  11.991  19.7238  0.0149  -0.0072  0.0146
O  7.1523  8.7665  15.1118  -0.0148  -0.0044  -0.0084
O  1.2751  0.1806  14.172  0.0071  0.0072  0.0173
O  4.4054  3.8146  14.4416  -0.0075  0.0105  -0.03
O  4.2402  3.412  10.6165  0.0065  0.008  0.0036
O  10.9477  2.0789  14.485  -0.0027  -0.0035  0.0086
O  11.3788  4.8344  10.9745  0.0144  0.0152  -0.0165
O  10.8382  12.0184  16.0443  0.0018  0.0096  -0.0028
O  8.9322  6.9092  14.7673  -0.0161  -0.0062  0.0031
O  1.7792  3.3539  10.2093  -0.0195  -0.0082  0.0071
O  8.4608  5.9253  9.2093  -0.0035  0.0121  0.023
O  11.1476  2.3049  19.5326  -0.0238  -0.0014  0.0155
O  5.4118  7.6059  10.9228  0.0061  0.0083  -0.0161
O  11.4237  7.6055  18.8603  0.0168  0.0123  0.0168
O  7.8709  8.2584  10.1376  -0.002  -0.0231  -0.0104
O  10.1321  7.1491  10.9735  0.0066  -0.0133  -0.0208
O  9.2158  4.1131  14.7223  -0.018  -0.0071  -0.0019
O  8.8233  11.4796  20.5246  -0.0031  0.0056  -0.0223
O  10.5765  10.5196  11.1581  0  0.0188  0.002
O  8.3543  12.2415  15.753  -0.0029  0.0081  -0.0134
O  4.4497  2.8867  19.8385  -0.0186  0.0306  -0.0014
O  4.6377  0.2429  18.7375  -0.0033  -0.0221  0.0071
O  10.4492  10.0851  18.9652  0.0158  -0.015  0.0037
O  6.7882  0.6987  17.0263  -0.0012  -0.0275  -0.0157
O  0.5096  6.7392  12.8177  0.0178  -0.0047  -0.0173
O  1.0504  7.1315  10.2888  0.0037  -0.0097  0.0173
O  3.1348  7.1782  12.5431  -0.002  -0.0192  0.0213
O  3.9286  9.538  19.808  -0.0137  0.0017  0.0293
O  6.7864  5.1982  14.623  0.0136  -0.0141  -0.0112
O  0.5732  0.9101  16.5472  -0.001  -0.0104  -0.0281
O  1.5414  11.7803  17.1117  -0.0234  -0.0063  -0.0151
O  5.3698  8.3186  13.2966  -0.0103  -0.0053  0.0219
O  2.9684  12.367  12.6505  -0.0038  0.0127  0.0062
O  6.4297  3.2031  12.8811  0.0107  0.0174  -0.0081
O  2.7883  9.3089  16.59  -0.0042  0.0015  -0.0262
O  5.9567  7.8585  19.8278  0.0064  0.0081  0.0291
O  1.9878  6.4134  19.7407  -0.0091  -0.02  -0.0156
O  1.4348  9.7292  19.1583  -0.0122  -0.0004  0.0089
O  9.4764  9.7134  15.4653  0.0002  0.022  -0.0187
O  3.0975  8.8863  10.1888  -0.0157  -0.0017  -0.0176
O  8.9881  9.0385  13.0038  -0.0051  0.023  0.0132
O  2.1477  7.3114  14.9885  0.0212  -0.0054  -0.0025
O  9.1674  3.9092  18.7811  0  0.0173  0.0123
O  4.7298  7.9054  15.7864  -0.0022  0.0054  -0.0149
O  7.2378  1.5921  10.8442  -0.0063  0.0045  0.0046
O  8.0828  6.3849  19.1117  -0.0124  -0.0087  0.0059
O  5.9082  5.1555  9.6282  0.0039  -0.0202  0.0028
O  6.977  -0.9098  19.0721  -0.0098  0.0201  -0.0104
O  11.0581  2.2421  10.0754  0.0168  0.0002  -0.0241
O  8.9708  2.3886  12.7111  -0.0213  0.0117  0.02
O  9.7048  11.5046  13.5451  -0.0107  -0.0265  0.0099
O  6.5889  4.1809  18.7528  0.0045  0.0147  0.0137
O  6.0417  10.0439  9.9523  0.0297  -0.0152  -0.0026
O  1.3492  10.8344  10.2734  -0.0047  0.0003  -0.014
O  5.159  10.4742  14.7581  0.0038  0.0003  0.0114
O  1.6836  10.9017  14.6796  0.0174  0.0158  0.0164
O  11.361  13.0867  18.6209  -0.0013  0.0025  0.0053
O  5.4318  11.8558  16.9655  0.0054  0.0291  -0.0202
O  8.0901  10.98  11.3551  -0.0028  -0.0021  0.0026
O  11.3394  5.0158  19.662  -0.0004  0.0103  0.0092
O  8.3618  1.4826  15.078  0.0129  -0.0037  -0.0012
O  2.4396  4.043  18.6302  0.0144  0.0157  0.0283
O  3.7468  11.6863  10.3312  -0.0042  0.0096  0.0094
O  9.1812  0.5807  19.7116  0.0135  -0.02  0.0111
O  2.7712  2.6442  12.6465  0.0062  0.0204  -0.0035
O  3.6363  12.63  15.1475  0.0079  -0.0186  -0.0149
O  7.9949  4.0784  10.9331  -0.0202  -0.0159  -0.0017
O  5.1053  0.25  11.3298  0.0102  -0.0089  -0.0099
O  4.4576  5.4894  19.4643  -0.0161  -0.0215  -0.0123
O  6.1932  13.0632  14.6843  -0.0158  -0.01  0.0309
O  3.0682  6.5457  17.3626  0.0033  0.0035  -0.0021
O  2.7705  0.9238  10.7205  -0.0072  0.0071  0.0148
O  0.2845  9.4406  16.8243  0.0043  0.0112  0.029
O  5.2257  5.6244  12.6278  -0.0046  -0.0018  0.0056
O  2.133  4.9656  13.7815  0.0143  -0.0012  -0.0014
O  6.8931  12.6077  9.7142  -0.0059  0.0068  0.0212

Results
free energy: -165983.277 eV
free energy less fixed offsets of B -155.45, O -569.03, Si -635.61 eV per atom: 0.613 eV

The program warned: the cutoff lies below the one the program advises for these potential files; the forces do not sum to zero within the program's tolerance; the exchange-correlation potential is rough where the density is thin.
